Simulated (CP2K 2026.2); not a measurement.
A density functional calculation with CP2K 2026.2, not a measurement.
Periodic cell of 504 atoms, Si360O144, from a study of silicon, its oxide and their interface. The atomic structure is a simulated model.
Doubt: the forces sum to 2.52 eV/angstrom along one axis rather than to zero, so they err by at least 0.0050 eV/angstrom per atom on average; the grid cutoff is modest.

Settings
functional: PBE
method: Gaussian and plane waves
basis set: DZVP-MOLOPT-SR-GTH
pseudopotentials: GTH-PBE
grid cutoff: 300 Ry, relative cutoff 40 Ry
k points: Gamma only
occupations: fixed
spin: none
net charge: 0

Cell vectors (angstrom)
a	16.32	0	0
b	0	16.32	0
c	-5.0735	8.0957	34.006

Atoms and the computed forces on them: element, x, y, z (angstrom), force x, y, z (eV/angstrom)
Si	1.227	-1.081	-0.01	0.111	-0.196	0.764
Si	3.75	1.62	0.05	0.24	-0.102	0.767
Si	1.521	3.824	0.151	-0.062	0.227	0.773
Si	3.761	7.121	-0.036	0.186	-0.232	0.725
Si	1.476	-7.078	0.247	-0.01	0.182	0.728
Si	4.263	-4.394	0.08	-0.071	0.191	0.762
Si	7.106	-1.619	0.106	-0.186	0.051	0.747
Si	9.321	1.475	-0.079	0.239	-0.091	0.734
Si	7.108	3.742	-0.194	-0.239	0.198	0.749
Si	9.737	6.533	-0.124	-0.106	0.223	0.743
Si	6.44	9.732	0.156	0.18	-0.005	0.72
Si	-6.971	-3.763	0.21	-0.001	-0.19	0.734
Si	-3.777	-1.684	0.102	-0.032	0.159	0.76
Si	-0.989	1.119	0.052	-0.217	0.013	0.768
Si	-4.294	4.4	0.009	0.015	-0.193	0.749
Si	-1.657	7.096	0.296	0.056	-0.027	0.802
Si	-3.793	-6.994	0.073	-0.203	0.139	0.716
Si	-1.461	-3.79	0.04	0.048	-0.217	0.7
Si	2.708	0.036	1.412	-0.016	0.018	-0.083
Si	5.471	2.724	1.211	0.004	0.006	-0.05
Si	2.714	5.473	1.309	-0.002	-0.011	-0.031
Si	5.32	8.152	1.421	-0.025	0.002	-0.059
Si	2.699	-5.478	1.442	0.014	-0.003	-0.056
Si	5.447	-2.766	1.331	0.005	-0.005	-0.073
Si	8.21	-0.007	1.378	0.003	0.005	-0.036
Si	-5.438	2.713	1.219	-0.003	0.013	-0.044
Si	8.165	5.372	1.191	0	-0.007	-0.058
Si	-5.463	8.143	1.26	-0.024	0.003	-0.043
Si	8.114	10.902	1.348	0.022	-0.021	-0.052
Si	-5.378	-2.685	1.507	0.025	0.001	-0.046
Si	-2.633	-0.024	1.313	0.019	-0.008	-0.059
Si	0.019	2.667	1.483	0.006	-0.013	-0.043
Si	-2.828	5.488	1.481	-0.016	-0.023	-0.056
Si	-0.03	8.133	1.6	-0.02	0	-0.029
Si	-2.63	-5.408	1.347	0.01	0.027	-0.035
Si	0.061	-2.63	1.362	0.003	0.015	-0.059
Si	1.381	1.348	2.842	0.008	-0.009	0.042
Si	4.142	4.113	2.629	-0.009	-0.006	0.018
Si	1.356	6.713	2.806	0.019	-0.014	0.016
Si	4.02	9.489	2.837	0.011	0.015	0.035
Si	1.366	-4.042	2.723	-0.021	-0.02	0.011
Si	4.097	-1.373	2.677	0.008	-0.005	0.023
Si	6.772	1.351	2.656	-0.003	0.008	0.017
Si	9.509	4.05	2.64	0.011	0.012	0.015
Si	6.804	6.752	2.602	0.015	0.01	-0.009
Si	9.502	9.505	2.638	0.02	0.008	0.019
Si	6.788	12.235	2.762	-0.029	0.02	0.025
Si	-6.741	-1.292	2.793	-0.023	-0.004	0.012
Si	-4.055	1.368	2.607	-0.008	-0.012	0.006
Si	-1.402	4.073	2.725	0.003	0.016	0.011
Si	-4.176	6.854	2.79	0	0.009	0.036
Si	-1.349	-6.721	2.827	-0.02	0.003	0.029
Si	-4.043	-4.131	2.761	0.012	-0.024	0.019
Si	-1.317	-1.335	2.764	-0.001	0.002	0.038
Si	0.007	-0.003	4.165	-0.012	0.003	-0.002
Si	2.785	2.761	4.065	0.007	-0.003	-0.014
Si	-0.027	5.382	4.121	0.019	0.003	0.016
Si	2.68	8.117	4.159	-0.004	0.013	0
Si	0.024	-5.377	4.14	0.004	-0.003	0.003
Si	2.74	-2.705	4.077	-0.008	0.014	-0.007
Si	5.443	-0.007	4.048	0.004	0.016	0.001
Si	8.146	2.711	4.025	0.008	0.003	-0.022
Si	5.47	5.438	4.038	-0.023	0.001	-0.004
Si	8.147	8.132	3.997	-0.001	-0.011	0
Si	5.431	10.872	4.123	-0.003	-0.01	-0.023
Si	8.173	-2.7	4.083	0.002	-0.018	-0.025
Si	-5.382	0.068	4.087	0.006	0.016	0.013
Si	-2.749	2.704	4.056	-0.006	-0.016	-0.007
Si	-5.505	5.423	4.077	-0.006	-0.013	-0.014
Si	-2.752	8.196	4.113	0.006	-0.008	-0.012
Si	-5.453	-5.486	4.061	0.009	-0.009	-0.008
Si	-2.695	-2.722	4.095	0.008	0.016	-0.034
Si	1.355	-1.359	16.354	-0.004	0.002	-0.002
Si	4.084	1.358	16.339	0.002	0.01	0.005
Si	1.354	4.078	16.305	0	-0.001	-0.004
Si	4.07	6.799	16.304	0.004	-0.006	-0.01
Si	1.339	-6.792	16.331	0	-0.007	-0.003
Si	4.061	-4.067	16.296	0.005	-0.002	-0.011
Si	6.792	-1.358	16.283	0.007	-0.02	-0.014
Si	-6.806	1.386	16.31	0.003	0.002	-0.014
Si	6.797	4.045	16.33	0.001	-0.005	-0.003
Si	-6.768	6.789	16.332	-0.002	0.007	-0.009
Si	6.797	9.525	16.293	-0.009	-0.002	-0.012
Si	-6.803	-4.092	16.284	0	-0.001	-0.013
Si	-4.067	-1.374	16.305	-0.01	0.005	-0.012
Si	-1.323	1.373	16.3	0.006	0.002	-0.014
Si	-4.09	4.109	16.329	0.004	0.003	-0.011
Si	-1.378	6.826	16.326	0	-0.004	-0.009
Si	-4.078	9.487	16.327	-0.011	0.01	-0.011
Si	-1.351	-4.08	16.363	0.004	0.01	0.003
Si	2.714	0.015	17.705	0.002	0	0.028
Si	5.437	2.702	17.733	0.009	-0.01	0.01
Si	2.72	5.422	17.656	-0.003	0.014	0.003
Si	5.404	8.197	17.638	0.011	0.004	0.007
Si	2.695	-5.406	17.667	0.009	0.004	0.001
Si	5.444	-2.725	17.633	-0.006	0.018	0.007
Si	8.117	0.034	17.631	-0.005	0	-0.011
Si	-5.433	2.729	17.68	-0.017	-0.001	0.016
Si	8.205	5.386	17.647	0.003	-0.012	0.012
Si	-5.411	8.132	17.735	0.002	-0.015	0.009
Si	8.195	10.844	17.648	0.004	0.011	0.002
Si	-5.475	-2.712	17.636	0.028	0.005	0.007
Si	-2.644	-0.036	17.621	0.002	-0.005	-0.024
Si	0.005	2.74	17.689	-0.001	-0.018	0.028
Si	-2.776	5.516	17.694	-0.008	0.012	-0.018
Si	-0.013	-8.156	17.701	-0.011	0.012	0.018
Si	-2.727	-5.475	17.679	-0.006	-0.013	0.009
Si	0.01	-2.717	17.752	-0.002	-0.005	0.001
Si	1.348	1.379	19.088	0.016	0.013	-0.016
Si	4.027	4.057	19.057	-0.015	-0.009	-0.01
Si	1.4	6.803	19.013	0.003	-0.004	-0.021
Si	4.05	-6.743	19.02	0.011	0	-0.027
Si	1.38	-4.085	19.113	0.006	-0.003	0.011
Si	4.117	-1.36	19.015	0.002	0.005	-0.028
Si	6.808	1.332	19.1	-0.005	0.001	0.003
Si	-6.773	4.066	19.101	-0.001	0.011	-0.037
Si	6.796	6.783	18.877	0.006	-0.008	-0.039
Si	-6.789	9.49	19.058	-0.016	0.023	-0.009
Si	6.816	-4.112	18.944	0.001	-0.003	-0.032
Si	9.477	-1.307	18.952	0.009	-0.006	-0.032
Si	-3.995	1.326	18.915	0.001	0.014	-0.028
Si	-1.38	4.168	18.967	0.017	-0.012	-0.015
Si	-4.09	6.811	19.201	0.018	-0.01	0.006
Si	-1.386	-6.822	19.09	-0.022	-0.007	-0.028
Si	-4.14	-4.109	18.965	-0.012	-0.009	-0.03
Si	-1.348	-1.335	19.105	-0.009	0.006	-0.011
Si	0.018	0.017	20.509	0.004	-0.01	0.06
Si	2.682	2.751	20.51	-0.007	-0.017	0.023
Si	-0.012	5.492	20.344	-0.002	0.007	0.047
Si	2.703	8.21	20.384	-0.012	-0.002	0.031
Si	-0.017	-5.457	20.445	-0.009	-0.006	0.037
Si	2.822	-2.732	20.414	0.012	0.013	0.059
Si	5.418	-0.011	20.463	-0.03	-0.01	0.051
Si	8.193	2.663	20.463	0.025	0.011	0.043
Si	5.43	5.483	20.248	0.007	0.009	0.044
Si	8.139	8.059	20.294	-0.003	-0.016	0.078
Si	5.497	-5.442	20.352	0.006	-0.011	0.043
Si	8.091	-2.675	20.264	-0.008	0.024	0.043
Si	-5.375	0	20.241	-0.005	0.013	0.047
Si	-2.702	2.746	20.252	-0.028	-0.009	0.062
Si	-5.437	5.409	20.572	-0.03	-0.014	0.062
Si	-2.712	-8.14	20.585	0.018	0.017	0.046
Si	-5.467	-5.433	20.417	0.016	0.001	0.042
Si	-2.79	-2.753	20.314	0.008	-0.005	0.059
Si	1.699	-1.154	21.723	-0.187	-0.061	-0.752
Si	3.834	1.133	21.795	0.138	0.185	-0.768
Si	1.055	3.966	21.751	0.284	0.045	-0.681
Si	4.336	7.064	21.597	-0.122	-0.128	-0.751
Si	1.118	-7.034	21.775	0.119	0.106	-0.738
Si	4.429	-3.885	21.731	-0.19	-0.054	-0.731
Si	6.587	-1.617	21.73	0.064	0.181	-0.742
Si	-6.397	1.534	21.648	-0.232	0.046	-0.688
Si	6.9	4.273	21.578	-0.076	-0.235	-0.774
Si	-7.202	6.489	21.742	0.336	0.119	-0.779
Si	6.597	-7.114	21.591	0.056	0.178	-0.78
Si	9.577	-3.835	21.594	-0.062	-0.24	-0.73
Si	-4.447	-1.689	21.574	0.153	0.101	-0.778
Si	-1.168	1.718	21.664	0.003	-0.227	-0.699
Si	-4.192	3.758	21.747	0.016	0.227	-0.713
Si	-1.05	7	21.82	-0.229	-0.052	-0.749
Si	-3.844	-6.447	21.805	-0.131	-0.221	-0.711
Si	-1.61	-4.241	21.663	0.129	0.09	-0.746
Si	0.928	-5.218	-6.964	-0.03	0.029	0.117
Si	-2.972	-6.805	26.078	-0.077	0.166	-0.135
Si	2.121	-4.561	-4.18	0.094	-0.058	0.032
Si	-3.536	5.365	-6.3	0.035	0.022	-0.14
Si	2.04	1.46	-4.874	0.002	0.042	-0.075
Si	1.57	6.825	-4.012	0.002	-0.048	0.051
Si	5.869	-1.118	-2.684	-0.013	-0.126	0.055
Si	-8.126	6.644	-6.492	0.02	-0.061	0.108
Si	1.419	-3.263	25.862	0.024	-0.039	0.059
Si	-8	-7.785	-1.9	-0.054	-0.104	-0.043
Si	-5.015	0.196	-2.038	-0.092	-0.065	0.104
Si	-1.997	-5.744	-4.105	-0.079	-0.05	0.145
Si	-0.055	-5.575	-2.06	0.038	0.135	0.051
Si	-5.141	-5.862	-4.688	0.007	-0.022	-0.061
Si	-7.299	1.545	-7.417	-0.151	0.047	0.004
Si	-0.224	-2.288	23.757	0.051	-0.054	-0.097
Si	-1.828	-2.783	-4.811	-0.1	-0.031	-0.091
Si	-2.233	4.976	23.994	0.013	0.032	-0.216
Si	-5.322	8.022	-6.385	-0.042	0.025	-0.037
Si	4.512	6.719	-3.1	-0.106	-0.047	0.209
Si	-1.765	0.414	24.284	-0.027	0.025	-0.015
Si	0.842	4.123	-5.505	0.038	0.002	-0.02
Si	-2.845	2.521	-1.98	0.017	0.053	0.081
Si	-0.031	5.524	-1.919	0.046	-0.035	0.088
Si	-0.022	-0.627	-5.538	0.003	-0.02	-0.057
Si	-8.1	-5.557	23.811	0.048	0.05	-0.157
Si	-5.212	-6.146	24.486	0.04	0.065	-0.039
Si	-6.546	-1.448	26.111	0.063	0.041	-0.083
Si	4.96	-5.204	-5.303	-0.101	-0.16	0.047
Si	4.989	3.115	23.859	-0.019	-0.037	-0.226
Si	-6.48	-3.402	-5.673	-0.071	0.015	-0.096
Si	2.78	-5.417	23.973	0.005	0.004	-0.118
Si	-0.211	-7.666	-5.756	0.02	-0.105	0.059
Si	-3.807	-1.466	24.573	-0.135	0.018	-0.022
Si	-8.043	0.077	23.811	0.026	-0.124	-0.158
Si	7.031	-2.868	-4.912	0.028	-0.045	-0.104
Si	6.894	-5.526	26.513	-0.052	-0.025	-0.074
Si	-2.793	0.177	-6.849	-0.017	-0.088	0.009
Si	-3.762	6.898	25.743	0.018	0.043	-0.043
Si	5.958	4.022	-3.118	0.148	0.025	0.157
Si	-4.403	-1.286	-4.639	0.08	0.021	0.026
Si	7.595	3.854	-5.731	0.001	0.054	-0.069
Si	-3.449	-4.199	25.401	0.061	-0.038	-0.075
Si	3.061	-2.575	-2.151	-0.027	-0.021	0.177
Si	-8.105	-1.581	-7.329	0.095	-0.025	-0.046
Si	4.457	1.301	-2.914	0.032	0.084	0.137
Si	-6.988	4.14	26.317	-0.044	-0.002	0
Si	-1.326	2.855	25.778	0.039	0.049	0.066
Si	-1.789	4.161	-4.196	0.065	-0.082	0.065
Si	-6.743	6.705	24.756	-0.021	-0.097	-0.036
Si	2.851	5.377	23.846	-0.04	0.019	-0.128
Si	7.018	2.036	25.614	0.098	0.027	-0.047
Si	6.67	-7.791	-4.431	0.046	0.057	-0.016
Si	-5.788	-5.676	-1.768	0.17	-0.025	0.105
Si	1.382	-1.37	5.474	-0.001	-0.01	0.012
Si	4.104	1.365	5.424	-0.001	-0.001	0.01
Si	1.379	4.059	5.452	-0.003	-0.013	0.009
Si	4.106	6.776	5.443	-0.006	-0.009	0.006
Si	1.347	9.526	5.479	0	-0.004	0.013
Si	4.078	12.249	5.457	0	-0.009	0.005
Si	6.805	-1.347	5.432	-0.002	-0.006	0.003
Si	9.524	1.391	5.419	0.002	0.005	0.009
Si	6.807	4.072	5.41	0.005	0	0.009
Si	9.474	6.792	5.425	-0.005	0.009	0.005
Si	6.813	9.489	5.416	0.005	-0.007	0.005
Si	9.526	12.231	5.417	0.006	-0.003	0.006
Si	-4.061	-1.344	5.434	0.006	-0.003	0.005
Si	-1.383	1.37	5.456	0.01	0.004	0.01
Si	-4.105	4.074	5.417	0.004	0.011	0.006
Si	-1.376	6.802	5.437	-0.011	0.01	0.004
Si	-4.109	-6.798	5.476	-0.002	0.011	0.009
Si	-1.352	-4.05	5.49	-0.001	0.004	0.01
Si	2.738	0.014	6.802	-0.004	0.003	0.003
Si	5.457	2.718	6.789	0.001	-0.002	0.002
Si	2.73	5.433	6.804	0.008	0.003	-0.004
Si	5.453	8.149	6.798	-0.004	0.001	0.002
Si	2.725	10.882	6.819	-0.007	0.005	0.002
Si	5.446	-2.708	6.801	0.003	0.002	-0.002
Si	8.174	0.011	6.782	0.003	0.006	0.002
Si	10.869	2.733	6.803	-0.012	0.001	0.001
Si	8.137	5.435	6.797	-0.002	0.005	0.005
Si	10.849	8.141	6.8	0.007	-0.006	0
Si	8.165	10.866	6.778	0.005	-0.009	-0.01
Si	-5.437	-2.717	6.777	0.003	0.002	0.001
Si	-2.721	0.003	6.819	0.001	-0.001	-0.002
Si	0.003	2.713	6.806	0.005	-0.002	0.01
Si	-2.736	5.432	6.784	0.001	-0.005	0.003
Si	-0.022	8.16	6.813	-0.003	0.011	0.003
Si	-2.732	-5.429	6.814	0.001	-0.001	0.002
Si	0.016	-2.71	6.842	-0.003	0	0.004
Si	1.362	1.356	8.166	-0.011	-0.008	0.003
Si	4.086	4.069	8.157	-0.009	-0.003	-0.004
Si	1.363	6.802	8.156	0.011	0.005	-0.003
Si	4.092	9.514	8.16	0.005	0.005	-0.005
Si	1.366	-4.086	8.183	-0.005	-0.002	-0.002
Si	4.09	-1.351	8.164	-0.001	0.001	-0.005
Si	6.816	1.363	8.152	0.005	0.007	-0.005
Si	9.511	4.089	8.16	0.009	0.006	0.001
Si	6.793	6.792	8.169	-0.001	-0.003	-0.003
Si	9.511	9.518	8.161	-0.006	-0.002	-0.004
Si	6.806	-4.088	8.144	0	-0.005	0.001
Si	-6.796	-1.36	8.145	-0.005	-0.004	-0.005
Si	-4.091	1.363	8.162	0.003	-0.006	-0.008
Si	-1.362	4.084	8.152	0.007	0.004	-0.008
Si	-4.094	6.789	8.151	-0.005	0.001	0.003
Si	-1.377	-6.799	8.169	-0.008	-0.007	0.006
Si	-4.087	-4.064	8.163	0.008	0.006	0
Si	-1.355	-1.346	8.18	0.005	0.003	0.004
Si	0.003	0.007	9.536	0.003	-0.008	0.002
Si	2.72	2.721	9.52	0.003	-0.001	-0.005
Si	0.001	5.442	9.515	-0.005	0.004	0.003
Si	2.723	8.159	9.52	0	0.007	0.003
Si	-0.005	-5.445	9.527	0.006	0.005	0
Si	2.727	-2.714	9.524	-0.008	-0.003	-0.002
Si	5.453	0.007	9.516	0.005	0.005	-0.005
Si	8.163	2.722	9.521	-0.001	0.001	-0.005
Si	5.432	5.434	9.525	-0.001	0.006	0.001
Si	8.153	8.158	9.521	-0.001	-0.005	0.002
Si	5.447	-5.441	9.518	-0.004	-0.007	-0.001
Si	-8.156	-2.725	9.507	0.002	0	-0.003
Si	-5.443	-0.003	9.52	-0.001	0	0.002
Si	-2.72	2.721	9.516	-0.002	-0.004	0.001
Si	-5.446	5.438	9.522	-0.002	-0.002	-0.004
Si	-2.736	8.153	9.514	-0.002	0.001	-0.006
Si	-5.445	-5.436	9.514	0.004	-0.002	-0.003
Si	-2.723	-2.711	9.526	0.007	0.004	-0.006
Si	1.362	-1.36	10.883	-0.005	0.004	0.002
Si	4.086	1.363	10.873	-0.006	-0.005	-0.003
Si	1.359	4.082	10.881	0.005	-0.007	0
Si	4.075	6.797	10.887	0	-0.004	0.001
Si	1.36	9.518	10.882	-0.003	-0.003	0.003
Si	4.082	-4.081	10.877	0.005	0.007	-0.002
Si	6.806	-1.362	10.87	-0.005	-0.004	-0.002
Si	9.521	1.359	10.881	-0.002	0.004	0.001
Si	6.799	4.079	10.878	0	-0.003	-0.001
Si	9.518	6.802	10.877	0.004	0.005	0.003
Si	6.796	9.515	10.885	0.005	0.002	-0.001
Si	-6.8	-4.079	10.881	0	-0.004	0
Si	-4.079	-1.354	10.889	0.003	-0.006	0
Si	-1.361	1.368	10.889	0.011	-0.003	0
Si	-4.082	4.077	10.876	-0.003	0.009	-0.003
Si	-1.363	6.803	10.872	-0.001	0.008	-0.002
Si	-4.087	9.52	10.872	0.004	-0.003	0.003
Si	-1.363	-4.077	10.878	-0.008	0	0
Si	2.725	0.005	12.228	0.008	-0.001	-0.001
Si	5.439	2.723	12.237	0.002	0.003	0.001
Si	2.713	5.441	12.25	-0.003	0.009	0.006
Si	5.437	8.154	12.25	0.001	0.002	0.004
Si	2.717	10.883	12.241	-0.003	0.002	0.003
Si	5.437	-2.714	12.23	0.001	-0.002	0.001
Si	8.162	-0.006	12.236	-0.001	-0.005	-0.001
Si	10.881	2.72	12.242	0.005	-0.008	0.005
Si	8.158	5.441	12.232	0.001	0.003	-0.004
Si	10.877	8.161	12.234	-0.007	0.001	0.004
Si	8.16	10.876	12.239	-0.004	-0.002	0.006
Si	-5.434	-2.724	12.246	0.003	0.005	0.004
Si	-2.719	0.006	12.253	-0.004	0.001	0.004
Si	0.003	2.724	12.249	-0.008	0.002	0.007
Si	-2.719	5.438	12.228	0.001	-0.007	-0.003
Si	-0.006	8.162	12.238	-0.001	0.001	0.007
Si	-2.722	-5.442	12.228	0.007	0.003	-0.003
Si	-0.004	-2.718	12.239	0.007	-0.006	0
Si	1.376	1.36	13.597	0.012	-0.017	-0.003
Si	4.084	4.082	13.604	0.003	-0.008	0.005
Si	1.342	6.8	13.605	-0.005	0.003	0.007
Si	4.07	9.517	13.603	0.005	-0.003	0.008
Si	1.353	-4.076	13.6	-0.004	0.01	0.009
Si	4.07	-1.356	13.59	-0.008	0.008	0
Si	6.794	1.353	13.587	0	-0.005	0
Si	9.515	4.085	13.592	-0.008	0.011	-0.003
Si	6.807	6.791	13.606	0.008	-0.009	0.001
Si	9.519	9.511	13.6	0.003	0.006	0.01
Si	6.793	-4.077	13.582	-0.005	0.008	-0.002
Si	9.529	-1.356	13.6	0.002	-0.009	0.005
Si	-4.077	1.372	13.613	-0.012	0.01	0.01
Si	-1.366	4.086	13.601	0.002	0.005	0.005
Si	-4.075	6.8	13.583	0.009	0	-0.003
Si	-1.361	9.533	13.596	-0.01	0.004	0.001
Si	-4.072	-4.094	13.601	0.01	-0.014	0
Si	-1.356	-1.361	13.607	0.004	0	0.006
Si	0.022	-0.003	14.956	-0.001	0.012	0.004
Si	2.731	2.719	14.965	-0.002	0.003	0.002
Si	-0.021	5.445	14.971	-0.007	-0.002	-0.001
Si	2.698	8.162	14.963	-0.006	0	-0.001
Si	-0.007	-5.428	14.969	0	-0.006	-0.001
Si	2.702	-2.703	14.955	0.004	-0.003	-0.002
Si	5.424	0.004	14.948	0.004	-0.004	0
Si	8.151	2.717	14.938	-0.006	-0.004	0.002
Si	5.449	5.432	14.97	0.004	0.004	0.002
Si	8.17	8.145	14.969	0.005	0.002	-0.002
Si	5.434	10.89	14.945	0.002	0.012	0
Si	8.157	-2.724	14.937	-0.002	0.004	-0.007
Si	-5.435	0.008	14.969	0.003	-0.005	-0.005
Si	-2.719	2.737	14.976	0.003	-0.003	-0.002
Si	-5.434	5.445	14.94	-0.001	0	0.002
Si	-2.72	8.164	14.941	0.004	-0.006	-0.001
Si	-5.43	-5.461	14.958	0.004	-0.002	-0.005
Si	-2.707	-2.74	14.964	-0.007	0.001	-0.001
O	-3.412	3.854	-1.253	-0.068	0.372	-0.468
O	-2.704	-5.335	22.215	0.315	0.219	0.397
O	1.991	-1.673	-1.331	0.136	0.004	-0.487
O	-1.368	0.052	-6.111	0.021	0.36	0.138
O	-4.529	-1.097	-1.209	-0.306	-0.224	-0.001
O	-3.879	-1.168	22.995	0.202	0.487	0.04
O	-3.054	-0.136	25.108	-0.044	0.34	0.619
O	5.685	2.877	25.291	-0.414	0.101	0.588
O	-0.59	-4.257	-1.269	0.094	0.192	-0.3
O	-0.975	-3.449	22.934	-0.005	0.202	0.409
O	8.02	5.335	22.086	0.115	0.047	0.422
O	-3.071	-2.039	-4.084	0.001	-0.19	0.511
O	-7.561	-4.315	22.927	-0.428	0.144	0.381
O	5.52	-2.761	22.25	-0.026	-0.081	0.315
O	-0.952	6.356	-0.936	-0.024	-0.016	-0.131
O	6.595	4.293	-1.647	-0.058	0.565	-0.059
O	2.615	-8.08	-0.359	-0.255	0.244	-0.432
O	5.657	0.325	-3.381	0.419	0.084	-0.322
O	3.46	-6.354	25.085	0.082	-0.312	-0.076
O	1.649	3.01	-4.656	0.228	0.155	0.528
O	3.568	-5.299	-4.443	-0.045	-0.705	0.208
O	-6.875	-2.631	-7.056	0.376	-0.059	-0.471
O	4.308	6.631	-1.492	0.112	-0.288	-0.018
O	-3.325	4.235	23.045	-0.239	-0.27	0.137
O	6.066	3.793	22.878	0.106	0.119	0.096
O	-8.113	2.578	-0.562	0.151	0.065	-0.201
O	-0.048	2.819	22.176	0.022	0.084	0.394
O	1.199	4.144	-7.063	0.03	-0.042	0.083
O	-1.103	3.986	24.626	0.43	0.044	-0.11
O	-4.544	-6.911	23.214	-0.236	-0.18	0.156
O	2.402	-1.992	26.116	0.1	0.328	-0.443
O	-4.733	-4.589	24.472	-0.421	0.256	-0.065
O	6.961	-7.512	-1.08	-0.231	-0.325	-0.406
O	0.104	0.019	-0.5	-0.072	0.051	-0.478
O	-7.726	7.577	25.7	-0.443	-0.041	-0.283
O	-6.816	0.57	22.894	0.263	-0.284	0.232
O	7.979	-7.577	-3.469	0.304	0.128	-0.251
O	3.879	-4.705	23.027	0.37	0.027	0.296
O	1.986	-4.258	24.738	0.13	0.069	0.072
O	4.163	0.934	-1.364	0.365	-0.308	-0.08
O	-5.717	1.853	-7.363	0.231	0.009	0.271
O	-2.486	2.868	-3.516	0.104	-0.307	-0.58
O	5.443	8.161	22.117	-0.133	0.125	0.525
O	-1.529	1.949	-1.244	0.239	0.358	-0.63
O	3.67	6.399	22.913	-0.124	0.028	0.378
O	-5.182	7.018	25	0.054	0.388	-0.074
O	0.058	8.129	22.291	-0.169	-0.056	0.555
O	7.083	3.631	-4.218	0.197	-0.362	0.204
O	-1.498	-4.21	-4.164	0.506	0.118	0.205
O	1.194	-1.989	23.029	0.208	-0.119	0.354
O	-2.895	-2.782	24.878	0.549	-0.101	-0.32
O	4.461	1.742	23.175	0.026	-0.283	0.447
O	1.344	-4.452	-5.596	-0.121	0.47	-0.093
O	-2.088	1.27	22.945	-0.237	0.311	0.017
O	-8.081	-2.708	-0.366	-0.253	-0.14	-0.346
O	7.348	-0.995	23.038	0.056	-0.047	0.281
O	-2.209	-3.038	-6.377	-0.465	0.07	0.089
O	-4.614	-6.698	25.904	-0.278	-0.163	0.738
O	-5.886	-5.441	-3.339	-0.277	0.433	-0.209
O	-5.036	-0.225	-3.591	-0.245	0.252	-0.371
O	-6.945	7.126	23.212	0.192	0.61	0.213
O	0.978	-1.196	-6.681	0.368	-0.375	0.213
O	2.745	-0.006	22.251	0.049	0.068	0.314
O	-5.417	5.458	-0.577	-0.1	0.074	-0.431
O	6.533	-0.91	-1.232	-0.025	0.33	-0.121
O	-2.903	5.126	-4.836	-0.315	0.16	0.596
O	0.704	-6.796	-6.738	0.487	-0.192	-0.173
O	-5.675	-4.816	-5.821	0.312	-0.265	-0.191
O	-8.104	2.964	26.198	0.277	0.049	0.382
O	-2.669	-2.777	-0.436	0.049	0.036	-0.524
O	4.411	-1.787	-2.513	-0.086	0.076	-0.302
O	-1.383	-6.27	-2.703	-0.503	-0.455	0.033
O	-7.991	2.52	-6.302	0.053	-0.179	0.302
O	-6.953	-6.695	-1.354	-0.147	0.311	0.343
O	7.072	-1.895	-6.214	-0.468	0.302	-0.043
O	1.536	4.82	23.072	-0.23	0.24	0.202
O	-1.359	-6.675	-5.236	-0.437	-0.096	-0.456
O	-5.632	-2.722	22.032	-0.274	-0.14	0.408
O	0.748	8.085	-4.592	0.161	0.257	0.229
O	-4.369	-6.299	-1.301	0.396	0.175	-0.233
O	7.383	-6.574	22.898	0.004	-0.221	0.355
O	0.567	-6.587	-0.992	0.025	-0.15	-0.245
O	2.646	2.757	-0.365	0.11	-0.094	-0.366
O	-1.544	6.165	23.134	-0.014	-0.239	0.155
O	5.776	-3.871	-4.914	-0.039	0.067	0.343
O	-3.03	5.562	25.268	-0.219	-0.218	0.592
O	-6.424	0.728	-1.427	-0.059	0.026	-0.62
O	-6.081	-4.274	-1.054	0.2	0.414	-0.466
O	-5.494	3.529	26.436	0.124	-0.005	-0.189
O	0.738	4.325	-1.18	-0.347	0.004	-0.314
O	-4.451	4.08	-6.658	-0.409	-0.015	0.271
O	-0.499	-1.881	-4.639	0.441	-0.291	0.592
O	2.528	6.179	25.213	-0.637	0.264	-0.014
O	-5.23	-1.782	25.246	0.037	-0.357	-0.181
O	4.889	2.832	-3.025	-0.317	0.103	0.226
O	1.251	5.569	-4.956	0.115	0.06	-0.271
O	3.466	-3.85	-1.232	-0.314	-0.164	-0.496
O	2.41	-3.104	-3.533	0.196	0.33	-0.403
O	-2.69	8.084	25.387	0.452	-0.159	-0.313
O	4.588	-5.033	-6.873	0.135	0.28	-0.182
O	1.785	-6.328	23.083	0.002	0.01	0.336
O	-5.536	-2.397	-4.854	-0.075	-0.094	0.365
O	-7.622	-0.032	-7.169	-0.054	-0.054	0.24
O	-2.919	2.923	26.015	-0.109	0.137	-0.187
O	-5.479	-7.404	-5.041	-0.292	-0.186	0.316
O	2.581	1.349	-6.399	0.531	0.045	-0.118
O	5.966	-6.458	-5.039	0.112	0.024	-0.18
O	6.34	4.176	-6.731	-0.519	-0.008	0.291
O	-0.971	-0.874	23.752	-0.215	0.092	-0.126
O	0.778	0.472	-4.674	-0.194	0.006	0.444
O	-6.786	7.485	-6.811	-0.01	-0.058	-0.257
O	-0.909	1.378	25.25	0.485	-0.165	0.162
O	5.138	5.319	-3.599	0.081	-0.131	-0.606
O	-0.977	4.944	-3.062	-0.211	0.255	-0.148
O	3.156	7.071	-3.908	-0.006	0.142	-0.3
O	-2.396	-5.462	25.35	0.573	-0.018	-0.156
O	-6.801	-6.297	24.432	-0.083	-0.401	0.23
O	7.235	-5.088	24.991	-0.263	0.258	0.094
O	6.875	-1.988	-3.576	0.398	-0.063	0.286
O	-3.973	1.398	-1.865	-0.054	0.012	0.059
O	-7.043	5.125	25.029	-0.121	-0.133	-0.351
O	-4.619	-7.288	-7.427	0.432	-0.307	-0.16
O	1.068	6.53	-2.515	0.36	0.41	0.306
O	-0.969	7.473	-6.535	-0.034	-0.114	0.297
O	-2.689	-8.126	-0.349	0.176	-0.2	-0.549
O	5.566	7.859	-3.48	0.02	0.289	0.367
O	-3.571	-5.744	-4.37	-0.008	-0.005	0.166
O	0.009	-2.746	25.288	-0.29	-0.169	0.477
O	-0.732	3.776	-5.354	-0.344	-0.037	-0.391
O	-7.478	-0.523	25.187	-0.195	0.088	0.564
O	-3.162	1.745	-6.96	0.439	0.26	0.104
O	5.378	-5.482	-0.443	0.121	0.164	-0.506
O	1.12	-5.317	-3.148	0.01	-0.052	-0.295
O	7.448	1.404	24.187	-0.13	0.413	-0.039
O	-4.386	6.728	-6.204	0.058	-0.007	0.162
O	-7.877	-3.672	-4.883	-0.002	-0.645	0.209
O	-3.984	-0.534	-6.006	-0.494	0.245	-0.097
O	7.171	7.559	-5.626	0.009	-0.211	-0.093
O	-2.364	5.508	-7.431	0.339	-0.61	-0.266
O	3.163	1.031	-3.822	-0.061	-0.493	0.082
O	-5.32	2.646	22.212	0.163	0.241	0.485
O	-7.802	5.213	-5.752	0.517	-0.046	0.313
O	3.748	4.082	24.143	-0.148	-0.032	0.113
O	-7.335	7.105	-1.483	0.077	-0.325	-0.286

Results
total energy: -101657.940 eV
total energy less fixed offsets of O -438.25, Si -107.07 eV per atom: -4.740 eV
